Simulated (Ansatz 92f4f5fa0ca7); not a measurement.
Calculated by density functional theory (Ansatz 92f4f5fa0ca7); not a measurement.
Periodic cell of 273 atoms, Si162O105P6, from a study of silicon, its oxide and their interface. The atomic structure is a simulated model.
This geometry differs little from another in the collection (a relaxation step or a small displacement).

Settings
functional: PBE
potential files: Ansatz PAW
basis: plane waves
wave-function cutoff: 700 eV
density cutoff ratio: 5
exchange-correlation grid ratio: 1
k mesh: 2 x 2 x 1, shifted by 0.5 0.5 0.5 of a step
self-consistency stop: 5e-08 eV per atom in the density residual
occupations: fixed
spin: none
net charge: 0

Cell vectors (angstrom)
a  11.6015  0  0
b  0  13.3963  0
c  0  0  30.6813

Atoms: element, x, y, z (angstrom)
Si  11.5  0.1001  24.1318
Si  3.7849  0.1634  23.9802
Si  7.8001  0.1624  23.8754
Si  1.634  3.5284  23.8947
Si  5.7497  3.4787  23.8878
P  9.6415  3.4852  23.8732
P  11.4993  6.8142  23.8565
Si  3.7916  6.8523  23.9178
Si  7.7955  6.778  23.9452
Si  1.8352  10.2196  24.0536
Si  5.8565  10.1283  23.9039
P  9.6773  10.0851  23.862
Si  11.4002  2.3658  24.8525
Si  3.7269  2.4297  24.6643
Si  7.7707  2.4065  24.7231
Si  1.7821  5.7688  24.7081
Si  5.7681  5.7156  24.7015
Si  9.7156  5.6274  24.7883
Si  11.4929  8.9661  24.78
Si  3.8469  9.0792  24.7197
Si  7.8256  9.0389  24.7541
Si  1.8847  12.43  24.8821
Si  5.8039  12.427  24.6241
Si  9.6144  12.2292  24.7665
Si  11.5538  2.2935  27.1868
Si  3.8158  2.3144  27.0645
Si  7.6945  2.2891  27.0994
Si  1.9109  5.64  27.0931
Si  5.7796  5.6334  27.0892
Si  9.6519  5.6282  27.1449
Si  11.583  8.9776  27.1385
Si  3.8552  8.9898  27.1026
Si  7.7233  8.9722  27.1238
Si  1.9204  12.35  27.213
Si  5.794  12.3406  27.0402
Si  9.6268  12.3221  27.1315
Si  1.9114  1.1905  27.9311
Si  5.7565  1.1662  27.8788
Si  9.6202  1.1596  27.9225
Si  11.5895  4.5225  27.9342
Si  3.8442  4.5211  27.901
Si  7.709  4.5076  27.9106
Si  1.9235  7.8608  27.9108
Si  5.786  7.8531  27.9044
Si  9.6539  7.8576  27.9286
Si  11.5731  11.2107  27.9253
Si  3.8791  11.2153  27.909
Si  7.6999  11.2054  27.9138
Si  1.9336  1.1164  30.2864
Si  5.8008  1.1164  30.2864
Si  9.6679  1.1164  30.2864
Si  0  4.4654  30.2864
Si  3.8672  4.4654  30.2864
Si  7.7343  4.4654  30.2864
Si  1.9336  7.8145  30.2864
Si  5.8008  7.8145  30.2864
Si  9.6679  7.8145  30.2864
Si  0  11.1635  30.2864
Si  3.8672  11.1635  30.2864
Si  7.7343  11.1635  30.2864
Si  0  0  0.3944
Si  3.8672  0  0.3944
Si  7.7343  0  0.3944
Si  1.9336  3.3491  0.3944
Si  5.8008  3.3491  0.3944
Si  9.6679  3.3491  0.3944
Si  0  6.6981  0.3944
Si  3.8672  6.6981  0.3944
Si  7.7343  6.6981  0.3944
Si  1.9336  10.0472  0.3944
Si  5.8008  10.0472  0.3944
Si  9.6679  10.0472  0.3944
Si  11.6146  -0.0238  2.771
Si  3.8614  -0.0387  2.7609
Si  7.7794  -0.0215  2.7398
Si  1.9418  3.2819  2.772
Si  5.7941  3.2894  2.7882
Si  9.6774  3.2942  2.7939
Si  11.62  6.6176  2.766
Si  3.8913  6.6458  2.7785
Si  7.7693  6.6225  2.7812
Si  1.9634  10.0062  2.7568
Si  5.849  9.9657  2.7417
Si  9.683  10.0092  2.7571
Si  11.616  2.1875  3.6331
Si  3.8576  2.1675  3.6297
Si  7.7328  2.181  3.6051
Si  1.9587  5.4981  3.5615
Si  5.8258  5.5184  3.585
Si  9.7031  5.5071  3.6301
Si  11.6216  8.862  3.4731
Si  3.9064  8.89  3.5459
Si  7.7869  8.8474  3.5693
Si  1.931  12.2287  3.5637
Si  5.841  12.2248  3.3824
Si  9.6952  12.2386  3.5655
Si  11.5367  2.0719  6.046
Si  3.8369  2.1953  6.0389
Si  7.7931  2.1574  5.9962
Si  2.0523  5.3783  5.929
Si  5.859  5.3789  5.9608
Si  9.6536  5.389  6.0383
Si  11.6483  8.783  5.8053
Si  3.9687  8.858  5.9115
Si  7.8397  8.8071  5.9486
Si  1.9501  12.1574  5.9396
Si  5.8891  12.2152  5.6813
Si  9.7058  12.2997  5.9408
Si  1.876  0.9417  6.8872
Si  5.7999  0.9566  6.6895
P  9.6469  1.0405  6.8854
Si  11.6802  4.2909  6.9118
P  3.9413  4.3606  6.8678
P  7.7495  4.3093  6.8838
Si  2.0273  7.6754  6.5526
Si  5.8781  7.683  6.7154
Si  9.7934  7.6579  6.7583
Si  11.5957  10.9918  6.6939
Si  3.9989  11.165  6.5769
Si  7.7727  11.0933  6.615
O  5.6647  0.4865  8.2952
O  2.0311  7.6858  8.191
O  4.226  11.5232  8.196
O  5.7951  7.8382  8.3698
O  1.732  0.7246  8.5499
O  11.8682  4.2336  8.5871
O  7.6946  11.0834  8.2628
O  11.4738  10.6961  8.3257
O  10.1176  7.7154  8.409
O  1.7638  10.5096  22.4296
O  11.5074  13.558  22.4898
O  7.8832  6.6686  22.2831
O  5.8839  9.9367  22.2429
O  7.8922  0.3738  22.2101
O  1.2013  3.6297  22.2809
O  3.7841  6.9541  22.2545
O  5.7036  3.4807  22.2238
O  3.6373  0.2825  22.3204
Si  9.5651  7.0475  9.8072
Si  4.9277  12.6768  9.1362
Si  5.516  13.0209  16.306
Si  4.2946  2.2654  13.5309
Si  7.5241  7.2923  20.8199
Si  7.3532  12.9923  20.8745
Si  1.7467  7.6485  9.7698
Si  3.6291  2.2046  19.33
Si  6.6896  3.9293  14.0121
Si  9.261  5.8589  13.9533
Si  11.5647  4.9815  10.017
Si  0.5144  5.8272  18.9019
Si  0.7428  2.9781  15.6576
Si  1.7966  0.7518  12.8441
Si  8.2714  9.3361  16.4946
Si  5.6678  5.6134  16.5366
Si  2.5907  6.3359  13.7006
Si  9.9421  8.543  12.5804
Si  4.392  6.7544  20.756
Si  1.996  8.2704  19.3425
Si  10.185  6.9233  16.7016
Si  0.7643  9.1198  16.6535
Si  6.8236  10.0963  20.9077
Si  7.8132  5.0651  18.9126
Si  4.3324  7.394  11.5858
Si  4.1343  13.0907  20.8781
Si  1.1139  3.2433  20.6997
Si  0.5317  10.5985  9.8149
Si  0.2892  4.3593  12.9457
Si  2.6655  5.3498  16.5881
Si  7.266  10.9792  9.8244
Si  9.5094  0.0933  18.8669
Si  1.2894  9.1234  13.6999
Si  10.5662  13.2238  14.0574
Si  9.6448  2.8834  17.4684
Si  8.0103  1.4785  15.2632
Si  2.1532  -0.1042  9.9072
Si  6.5986  7.8677  9.7869
Si  10.4285  11.4184  16.5441
Si  5.5183  8.7382  15.7066
Si  9.6251  11.2364  11.738
Si  0.159  0.1782  20.9053
Si  4.0264  9.9605  13.1002
Si  5.596  3.9197  20.662
Si  6.0614  10.4544  18.0238
Si  3.2599  1.7238  16.3692
Si  4.3624  12.754  13.5632
Si  2.0745  11.0398  20.9313
O  5.5119  7.1193  15.925
O  9.1614  7.4372  13.5041
O  3.7762  -0.0448  10.0667
O  0.237  4.0027  11.3244
O  5.1065  9.4692  17.1253
O  7.9608  7.0113  9.6797
O  3.6193  11.5471  20.7454
O  9.3366  0.7506  14.6439
O  1.6557  1.6008  15.9147
O  10.4302  13.0903  20.1288
O  7.0889  4.2548  20.1242
O  5.7423  7.012  10.8843
O  2.3872  10.1114  13.0003
O  4.1423  0.4021  16.7477
O  9.3314  10.4017  15.8777
O  3.1403  7.3206  10.5072
O  2.736  2.1463  12.94
O  1.4772  9.5316  15.2624
O  5.1309  2.6712  19.7293
O  0.2998  0.6253  13.5252
O  8.9389  7.9338  17.0031
O  0.2057  3.189  14.1091
O  7.9057  8.8758  20.7626
O  10.5631  5.2774  13.1701
O  0.4835  1.7375  20.4735
O  1.7268  7.6254  13.2912
O  5.011  0.8135  13.1473
O  1.7887  9.7312  20.0189
O  0.8259  7.1859  19.7861
O  5.3138  3.5164  13.1169
O  4.2017  5.1356  17.085
O  5.9044  7.32  20.5973
O  7.9798  0.116  19.4556
O  10.7677  6.1073  17.9992
O  5.8499  11.997  17.5246
O  7.749  11.424  21.0622
O  5.0402  12.2466  14.9603
O  3.2699  2.5277  17.7812
O  10.9989  10.9422  10.918
O  11.0737  3.1455  16.6826
O  9.9204  12.4069  12.8142
O  7.381  2.4545  14.1272
O  4.0167  6.4334  12.8852
O  0.3778  4.4621  19.832
O  4.1074  2.4242  15.1575
O  6.1404  4.5739  15.3898
O  1.514  0.5617  11.2454
O  1.7041  11.7261  9.8577
O  11.5647  10.441  17.2258
O  2.7664  6.3906  15.3228
O  1.8618  4.1077  15.9429
O  8.472  2.5046  16.4279
O  10.1032  7.9256  11.0736
O  7.8943  5.0028  13.5582
O  6.7518  5.5078  17.7488
O  9.6352  5.8595  15.5663
O  10.0054  5.4817  9.9774
O  -0.2607  9.1334  13.213
O  8.4563  11.6536  10.7001
O  4.5355  5.154  20.4621
O  1.8039  5.7416  17.8999
O  1.1338  9.1144  10.1666
O  2.7334  13.0116  13.5832
O  6.9474  9.4162  10.1961
O  11.0522  12.2747  15.3022
O  9.9143  1.5967  18.4152
O  11.4037  7.8719  16.1892
O  0.8082  6.3737  10.1529
O  4.629  11.419  12.6716
O  7.6221  10.028  17.8151
O  4.5407  8.9524  11.9638
O  5.7442  13.1452  20.7903
O  2.643  3.1386  20.2018
O  1.8579  8.5983  17.7376
O  4.5326  9.2936  14.5292
O  7.088  9.1166  15.3846
O  9.7495  12.423  17.6449
O  3.493  0.6223  19.6953
O  3.4388  7.5822  19.7164
O  1.736  5.0638  13.1861
O  5.8185  10.2588  19.6181
O  9.05  9.8982  12.4891
O  1.2201  12.3814  20.5491
O  5.9798  11.9277  10.1055
O  9.0332  4.1406  18.3278
O  6.8657  0.4917  15.9202
O  8.3095  6.4529  19.6523

Results
free energy: -167260.104 eV
free energy less fixed offsets of O -569.03, P -756.45, Si -635.61 eV per atom: -4.434 eV

Forces (eV/angstrom), in the order of the atoms: element, x, y, z
Si  0.0408  0.0079  -0.0058
Si  0.0123  0.0093  0.0046
Si  -0.0151  -0.0039  -0.001
Si  0.013  0.0061  -0.012
Si  0.0148  0.0317  -0.0034
P  -0.004  0.0111  -0.0015
P  0.0074  0.0035  -0.0018
Si  0.0041  0.0178  0.0043
Si  -0.0171  0.0015  -0.0054
Si  -0.0025  0.0237  0.0067
Si  0.0198  0.0105  -0.0016
P  -0.0059  0.0138  -0.0017
Si  -0.0103  -0.008  0.0086
Si  -0.0042  -0.0164  -0.0055
Si  -0.0047  0.0018  0.0057
Si  -0.001  0.0057  0.0032
Si  0.0086  -0.0191  -0.0017
Si  -0.0031  -0.0075  0.0023
Si  0.0096  -0.0105  0.0016
Si  -0.0058  -0.0191  -0.0021
Si  -0.0093  -0.004  -0.0003
Si  -0.0123  -0.0028  0.0063
Si  -0.0052  0.0028  -0.0074
Si  -0.0077  -0.0096  -0.001
Si  -0.0049  0.0035  0.0071
Si  -0.0019  0.0001  0.0147
Si  0.0084  0.004  0.0033
Si  -0.0099  -0.0014  0.0038
Si  -0.0045  -0.0014  0.011
Si  0.0061  0.0021  0.0069
Si  -0.008  0.0077  0.0109
Si  0.0027  -0.0029  0.0175
Si  0.008  -0.0002  0.0052
Si  0.0073  -0.0011  0.003
Si  -0.0002  -0.0031  0.0112
Si  0.0033  0.0014  0.0124
Si  0.0062  -0.0048  -0.013
Si  -0.0065  0.0029  -0.0118
Si  0.0033  -0.0003  -0.0053
Si  0.0033  0.0026  -0.0041
Si  0.0153  0.0032  -0.0117
Si  -0.0127  0.0019  -0.0105
Si  0.0139  0.0041  -0.0164
Si  -0.0113  -0.0029  -0.011
Si  -0.002  0.0003  -0.0052
Si  0.004  -0.0031  -0.0106
Si  -0.0071  0.0032  -0.0065
Si  -0.0035  0.0033  -0.0112
Si  0.0332  0.1764  0.0269
Si  -0.0882  0.0702  -0.2422
Si  -0.1378  0.0216  -0.0364
Si  0.0208  0.1525  0.0979
Si  -0.0247  0.0897  -0.0967
Si  -0.0593  0.0889  -0.023
Si  0.0244  0.0612  -0.0208
Si  -0.0479  0.0866  -0.1188
Si  -0.0355  0.0593  0.0951
Si  -0.0754  0.0484  0.0756
Si  0.0868  0.0701  -0.0439
Si  -0.107  0.0633  -0.057
Si  0.029  -0.0002  0.036
Si  -0.0969  0.0157  -0.0148
Si  0.1907  0.0283  -0.1798
Si  -0.0149  -0.1791  0.1127
Si  -0.0263  -0.1125  0.1571
Si  0.0406  -0.0989  0.1927
Si  -0.0118  -0.2107  0.047
Si  0.0381  -0.079  0.1189
Si  0.0875  -0.1278  0.1367
Si  0.0595  -0.0397  -0.0783
Si  0.101  -0.1918  -0.124
Si  -0.0146  -0.0309  -0.0341
Si  0.0015  -0.0077  0.0118
Si  0.006  -0.0023  0.0067
Si  -0.0066  0.0021  0.0163
Si  0.0101  0.0007  0.006
Si  -0.0115  -0.0061  0.0077
Si  0.0038  -0.0022  -0.0001
Si  0.0018  0.004  0.0157
Si  -0.0164  -0.0047  0.0081
Si  0.0089  -0.0044  0.0061
Si  -0.0056  -0.005  0.0124
Si  0.0041  -0.002  0.0103
Si  0.0027  -0.0027  0.0045
Si  -0.0079  0.0042  0.0006
Si  0.0007  0.0045  -0.0098
Si  0.0066  -0.0041  -0.0026
Si  0.0071  0.0009  -0.014
Si  0.0027  -0.0015  -0.0023
Si  -0.0057  -0.0049  -0.0093
Si  0.0002  0.0018  -0.0048
Si  0.0051  0.001  -0.0108
Si  -0.0061  0.0042  -0.009
Si  0.0024  0.004  -0.0142
Si  -0.008  0.0028  -0.0135
Si  0.0008  0.0016  -0.0158
Si  0.0104  0.0002  -0.0001
Si  -0.003  0.0053  -0.003
Si  -0.0022  0.0052  0.0004
Si  -0.0003  0.0022  0.0034
Si  -0.0037  -0.007  0.0023
Si  0.0031  0.0166  0.0046
Si  0.0059  -0.0046  -0.0071
Si  0.0049  0.0043  0.0045
Si  0.0043  -0.0091  0.0045
Si  0.0027  0.0086  0.006
Si  0.0091  0.0062  0.0076
Si  0.0023  0.0088  0.0023
Si  -0.0078  -0.0097  -0.0102
Si  0.0053  -0.0085  -0.0015
P  0.0007  -0.0041  0.0008
Si  -0.0038  -0.0113  -0.0028
P  0.0021  0.0006  -0.0016
P  0.0006  -0.0033  -0.0034
Si  -0.0127  0.005  -0.0005
Si  0.0077  0.0081  -0.0029
Si  -0.0119  -0.0113  -0.0002
Si  0.0109  -0.007  -0.0006
Si  -0.015  -0.0194  0.0011
Si  -0.0141  -0.0064  -0.0008
O  -0.0022  0.0022  -0.0001
O  0.0045  -0.0026  0.0057
O  0.0118  0.0089  -0.0013
O  0.0002  -0.001  0.0063
O  0.0022  -0.0036  0.0155
O  0.0011  0.0067  0.0028
O  0.0044  -0.0009  0.008
O  -0.0018  0.0034  0.0055
O  0.0016  -0.0006  0.0109
O  0.0016  -0.0041  -0.0088
O  -0.0126  -0.0036  -0.0023
O  0.005  0.0049  -0.0084
O  -0.0004  -0.0015  -0.008
O  0.0023  -0.0021  -0.0013
O  -0.0022  -0.0038  0.0017
O  -0.0001  -0.0043  -0.0062
O  -0.0098  -0.0127  -0.0088
O  -0.0021  -0.0037  -0.0119
Si  -0.0014  0.0023  -0.0142
Si  -0.0056  -0.0014  -0.0035
Si  -0.0011  0.0004  -0.0023
Si  0  -0.0004  -0.0007
Si  -0.0005  -0.0013  0.0112
Si  -0.0009  0.0013  0.0042
Si  0.0006  -0.0018  -0.01
Si  0.0022  0.0016  0.004
Si  -0.0011  0.0009  -0.0007
Si  0  -0.0009  -0.0004
Si  0.0013  -0.002  -0.0038
Si  0.0001  -0.001  0.0006
Si  0.0013  0.0004  -0.0023
Si  0.0019  -0.0001  -0.0026
Si  -0.0009  0.0003  -0.0016
Si  0.0015  0.0005  0.0003
Si  0.0002  -0.0009  -0.0005
Si  0.0016  -0.0005  -0.0023
Si  -0.0018  -0.0046  0.0077
Si  0.0007  0.001  0.0002
Si  0.0003  0.0009  -0.0018
Si  0.0003  0.0005  -0.0009
Si  -0.0046  -0.0004  0.0081
Si  -0.0003  0.0029  0.0022
Si  -0.0022  -0.0007  -0.0013
Si  -0.0009  0.0045  0.0088
Si  0.0012  0.0046  0.0082
Si  0.0013  -0.0001  -0.0042
Si  0.0016  -0.0007  -0.0022
Si  -0.0003  0.0018  -0.0002
Si  0.0002  0.0007  -0.0046
Si  -0.0003  -0.0008  0.0024
Si  -0.0005  0.0014  -0.0018
Si  0.0021  -0.0003  -0.0004
Si  0.0006  0.003  -0.0001
Si  -0.0005  0.0012  -0.0014
Si  0.0012  0.0056  -0.0101
Si  0.0016  -0.0041  -0.0074
Si  0.0004  -0.0012  -0.0019
Si  -0.0009  0.0017  -0.0009
Si  0.0001  0.0005  -0.0005
Si  -0.0057  0.0032  0.0037
Si  -0.0016  -0.0005  0
Si  -0.0017  -0.0024  0.0132
Si  -0.0002  0.0001  0.0028
Si  0.0012  0.0001  -0.0023
Si  -0.0004  0.0028  -0.0026
Si  0.0036  -0.0024  0.0064
O  0.0012  -0.0003  0.0011
O  0.0012  0.001  -0.001
O  0.0008  -0.0027  0.0007
O  0.0003  0.0011  0.0038
O  0.0038  0.0017  -0.0014
O  -0.0009  0.0027  0.0038
O  -0.0043  0.0004  -0.0009
O  -0.0009  0.001  0.0005
O  0.0021  0.0022  0.0031
O  -0.0028  0.0021  -0.0036
O  0.0008  0.0027  -0.0039
O  -0.0022  0  0.0024
O  0.003  -0.0019  -0.0002
O  0.0029  -0.0018  0.0004
O  0.0003  0.0007  0.0025
O  0.0049  -0.0011  0.0055
O  0.0022  -0.0022  0.0007
O  -0.0011  -0.0005  -0.0001
O  -0.0043  -0.0022  -0.004
O  -0.0015  -0.0019  -0.0004
O  0.0013  0.0009  -0.0017
O  0.0005  0.0008  0.0029
O  -0.0009  0.0013  -0.0015
O  -0.0008  0.0002  0.0015
O  -0.0005  -0.0059  -0.0008
O  0.0034  0.0006  0.0015
O  -0.0015  0  0.0022
O  0.0003  -0.0032  -0.0036
O  0.0013  0.0015  -0.0024
O  0.0003  -0.0003  0.0015
O  0.0009  0.0024  -0.0008
O  0.0008  0.0005  -0.0036
O  0.0032  0.0004  -0.0018
O  0.0016  0.0015  -0.0009
O  0.0009  -0.0005  -0.0019
O  -0.0011  0.0016  -0.0014
O  0.0022  0.0042  -0.0009
O  0.0011  -0.0012  -0.0005
O  -0.0054  -0.0003  0.0034
O  -0.0015  -0.0001  0.0014
O  0.0009  -0.0016  -0.0008
O  0.0004  0  0.001
O  -0.0025  0.003  -0.0012
O  -0.0004  0.0034  -0.0033
O  -0.0011  0  -0.0006
O  -0.0007  0.0011  -0.0009
O  -0.0002  -0.0009  0.0047
O  -0.0018  -0.0009  0.0018
O  -0.0013  0.0007  -0.0018
O  -0.0009  -0.0014  -0.0012
O  -0.0004  0.0006  0.0012
O  0.0039  -0.0001  -0.0009
O  -0.001  0.0004  0.0057
O  0.0011  -0.0002  0.001
O  -0.0002  -0.0002  -0.0014
O  0.0011  0.0018  -0.0002
O  0.0017  0.0004  0.0045
O  -0.0014  -0.0004  0.0012
O  0.0029  -0.0024  0.0022
O  0.0031  0.0006  -0.0001
O  -0.0011  -0.0009  0.0005
O  -0.0017  0.002  0.0012
O  0.0037  0.0008  0.0003
O  0.0031  0.0017  0.0018
O  -0.0026  0.0014  0.0007
O  -0.0018  -0.0004  -0.0009
O  -0.0014  -0.0008  0.002
O  0.0009  0.0013  -0.0003
O  -0.0006  -0.0009  -0.0001
O  -0.0007  -0.0009  -0.0022
O  -0.0014  0.0004  0.0024
O  0.0017  0.0001  -0.0014
O  -0.0003  -0.002  -0.0066
O  -0.0019  0.0009  0.0017
O  0.0001  0.0016  -0.0014
O  0.0003  0.0007  0.0039
O  0.0007  0.0021  0.002
O  0.0004  0.0041  -0.0016
O  -0.0033  0.0038  -0.0016
O  -0.0006  0.0007  0.0009
O  0.0013  0.0021  -0.0043
O  0.0011  0.0006  -0.0041
O  0.0002  -0.0002  -0.0002
O  0.0038  -0.0027  -0.0015
O  -0.0003  -0.0007  -0.0003
O  0.0008  0.0003  0.0004
O  -0.002  -0.0014  -0.0018

The program warned: the cutoff lies below the one the program advises for these potential files; the exchange-correlation potential is rough where the density is thin.
